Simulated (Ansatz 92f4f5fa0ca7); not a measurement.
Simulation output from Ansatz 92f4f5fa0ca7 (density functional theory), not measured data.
Periodic cell of 247 atoms, Si165O82, from a study of silicon, its oxide and their interface. The atomic structure is a simulated model.
Doubt: the cutoff is far below the 930 eV that the study's wrapper takes by default for these files, so forces and energies are approximate.
This geometry differs little from another in the collection (a relaxation step or a small displacement).

Settings: functional PBE; potential files Ansatz PAW; basis plane waves; wave-function cutoff 580 eV; density cutoff ratio 5; exchange-correlation grid ratio 1; k mesh 1 x 1 x 1, Gamma-centred; self-consistency stop 5e-08 eV per atom in the density residual; occupations fixed; spin none; net charge 0.

Cell vectors (angstrom)
a, 10.938, 0, 0
b, 0, 10.938, 0
c, 0, 0, 36.9709

Atoms and the computed forces on them: element, x, y, z (angstrom), force x, y, z (eV/angstrom)
Si, 0, 0, 0.683, 0.0057, -0.0283, -0.0285
Si, 5.469, 0, 0.683, 0.0347, -0.0139, -0.0006
Si, 2.7345, 2.7345, 0.683, 0.0046, -0.0052, 0.009
Si, 8.2035, 2.7345, 0.683, 0.0232, -0.0173, -0.026
Si, 0, 5.469, 0.683, 0.0102, -0.0241, 0.0059
Si, 5.469, 5.469, 0.683, -0.049, 0.0179, -0.0073
Si, 2.7345, 8.2035, 0.683, 0.0706, -0.1313, -0.0237
Si, 8.2035, 8.2035, 0.683, -0.0049, -0.0054, 0.015
Si, 1.3673, 1.3673, 2.0503, -0.0847, -0.0203, 0.0748
Si, 6.8362, 1.3673, 2.0503, -0.0636, 0.0244, -0.1881
Si, 4.1018, 4.1018, 2.0503, -0.0081, 0.0912, -0.0742
Si, 9.5708, 4.1018, 2.0503, 0.0586, -0.1544, -0.1271
Si, 1.3673, 6.8362, 2.0503, 0.2068, -0.0391, -0.2158
Si, 6.8362, 6.8362, 2.0503, 0.0991, -0.079, 0.1207
Si, 4.1018, 9.5708, 2.0503, -0.0009, -0.0631, 0.0541
Si, 9.5708, 9.5708, 2.0503, 0.1142, 0.02, -0.058
Si, 2.7345, 0, 34.9194, -0.0866, 0.0078, -0.1127
Si, 8.2035, 0, 34.9194, -0.0437, -0.0363, 0.0875
Si, 0, 2.7345, 34.9194, 0.0302, -0.0032, 0.0813
Si, 5.469, 2.7345, 34.9194, -0.0713, 0.08, -0.0865
Si, 2.7345, 5.469, 34.9194, -0.0409, -0.0727, 0.1323
Si, 8.2035, 5.469, 34.9194, -0.1124, 0.0299, -0.1052
Si, 0, 8.2035, 34.9194, -0.0435, 0.0387, -0.0723
Si, 5.469, 8.2035, 34.9194, -0.0034, 0.0333, 0.0735
Si, 4.1018, 1.3673, 36.2867, -0.0325, 0.0248, -0.007
Si, 9.5708, 1.3673, 36.2867, -0.0217, -0.0184, -0.0074
Si, 1.3673, 4.1018, 36.2867, -0.0087, 0.0234, 0.0196
Si, 6.8362, 4.1018, 36.2867, -0.0024, 0.0418, 0.0128
Si, 4.1018, 6.8362, 36.2867, 0.017, 0.0573, -0.029
Si, 9.5708, 6.8362, 36.2867, 0.0129, 0.018, -0.0065
Si, 1.3673, 9.5708, 36.2867, 0.0061, 0.0467, 0.0131
Si, 6.8362, 9.5708, 36.2867, -0.0282, -0.0222, 0.0081
Si, 0.1865, -0.2516, 26.8123, -0.0126, 0.0156, -0.0073
Si, 4.8152, 0.5889, 26.7367, 0.0033, -0.0159, 0.0063
Si, 3.1028, 2.3121, 26.9567, -0.0049, 0.0027, 0.0326
Si, 7.831, 3.1413, 26.5875, 0.0156, -0.0234, -0.0082
Si, -0.5907, 5.9171, 26.9165, 0.0038, -0.0085, 0.0108
Si, 5.6158, 5.3978, 26.8353, -0.0254, 0.0182, 0.004
Si, 2.3737, 8.4293, 26.8043, 0.0126, -0.0142, -0.0201
Si, 8.6687, 7.684, 26.9023, -0.0097, 0.0156, -0.0001
Si, 1.3339, 1.3359, 28.1449, -0.002, -0.0045, 0.0081
Si, 6.713, 1.4527, 27.9006, 0.0071, 0.0028, 0.0166
Si, 4.0624, 4.1305, 28.1078, 0.0067, -0.0002, 0.0078
Si, 9.4197, 4.1279, 28.0868, 0.0055, 0, 0.0048
Si, 1.2218, 6.8611, 28.1223, 0.002, -0.0016, 0.0102
Si, 6.8598, 6.8538, 28.1647, 0.0096, -0.0008, 0.0117
Si, 4.0164, 9.6515, 27.997, 0.0063, 0.0124, 0.0082
Si, 9.5546, 9.5095, 28.1157, -0.0001, -0.0016, 0.0128
Si, 2.6857, -0.0285, 29.5205, 0.0068, -0.0006, 0.0086
Si, 8.1047, 0.0354, 29.2986, -0.0082, -0.0003, -0.0085
Si, -0.0719, 2.7605, 29.3935, -0.0032, 0.0044, 0.0022
Si, 5.4746, 2.7818, 29.4627, -0.0014, -0.0004, 0.0058
Si, 2.6513, 5.4874, 29.418, -0.0009, 0.0022, 0.0017
Si, 8.1373, 5.4537, 29.5694, -0.0058, 0.0087, 0.012
Si, -0.0384, 8.2281, 29.573, -0.008, 0.0026, 0.0153
Si, 5.4309, 8.2896, 29.3714, -0.0042, 0.0034, -0.0021
Si, 4.0899, 1.3833, 30.8043, -0.0074, 0.0025, -0.001
Si, 9.5012, 1.3661, 30.7352, 0.0003, 0, 0.0088
Si, 1.3086, 4.1086, 30.7988, -0.0021, 0.0008, 0.0086
Si, 6.7889, 4.0956, 30.9044, -0.002, 0.0027, -0.0003
Si, 4.0641, 6.8712, 30.7496, 0.0019, 0.0033, 0.0052
Si, 9.5329, 6.8341, 30.8823, 0.0027, 0.0009, -0.0004
Si, 1.3476, 9.5695, 30.9088, 0.002, -0.0004, 0.0018
Si, 6.7987, 9.6226, 30.7706, 0.0032, 0, 0.0074
Si, -0.0574, 0.0296, 32.1738, 0.0059, -0.0068, -0.0007
Si, 5.4499, 0.0212, 32.1775, -0.0047, 0.0047, 0.0054
Si, 2.7037, 2.7436, 32.1598, 0.0053, -0.0057, 0.0019
Si, 8.1912, 2.7158, 32.194, -0.005, 0.0059, -0.0006
Si, -0.0192, 5.4674, 32.2092, -0.004, 0.0042, 0.0002
Si, 5.412, 5.5045, 32.1827, 0.0059, -0.0056, -0.0012
Si, 2.7374, 8.1949, 32.2085, -0.0071, 0.0055, -0.0025
Si, 8.1545, 8.2357, 32.1743, 0.0055, -0.0056, 0.0033
Si, 1.3499, 1.37, 33.5399, -0.0031, 0.004, 0.0035
Si, 6.8281, 1.3565, 33.5587, 0.0044, -0.0043, 0.0055
Si, 4.0757, 4.1019, 33.5436, -0.0032, 0.0035, 0.0032
Si, 9.5633, 4.0863, 33.5586, 0.0034, -0.0018, 0.0041
Si, 1.3663, 6.8254, 33.5622, 0.0033, -0.0017, 0.0037
Si, 6.8171, 6.8447, 33.546, -0.0034, 0.0041, 0.0038
Si, 4.1084, 9.5739, 33.5537, 0.0025, -0.0042, 0.0049
Si, 9.5504, 9.571, 33.5472, -0.005, 0.0032, 0.0037
Si, 2.7139, -0.0217, 3.4172, 0.0038, 0.0022, 0.001
Si, 8.2328, 0.0373, 3.3939, -0.0075, -0.0051, 0.0006
Si, 0.0038, 2.742, 3.4347, -0.0028, 0.003, 0.0013
Si, 5.4611, 2.7297, 3.3972, 0.0011, 0.003, -0.0014
Si, 2.7319, 5.4634, 3.423, -0.0004, 0.0016, -0.0031
Si, 8.2114, 5.4312, 3.4133, 0.0103, -0.0011, -0.0005
Si, 0.0275, 8.1962, 3.3891, 0.0036, -0.0024, -0.0009
Si, 5.4973, 8.2197, 3.427, -0.0034, -0.0028, -0.0016
Si, 4.0815, 1.3697, 4.7416, -0.0041, 0.0005, -0.0041
Si, 9.563, 1.3854, 4.8164, 0.0067, -0.0109, 0.0021
Si, 1.3887, 4.0786, 4.8184, -0.0002, -0.0027, 0.0033
Si, 6.871, 4.0191, 4.7831, -0.0086, 0.0092, 0.0016
Si, 4.1308, 6.8145, 4.7675, -0.0011, 0.0015, 0.0015
Si, 9.6952, 6.7338, 4.7116, -0.0127, 0.0068, -0.0005
Si, 1.3496, 9.5463, 4.8052, 0.0038, -0.0057, -0.002
Si, 6.9295, 9.5906, 4.7526, 0.0059, 0.0103, -0.0009
Si, -0.0675, -0.0359, 6.1619, -0.0017, 0.0036, 0.0107
Si, 5.5377, 0.0798, 6.0487, -0.0125, -0.0115, 0.0077
Si, 2.6916, 2.6525, 6.1767, 0.0091, 0.0078, 0.0019
Si, 8.198, 2.6937, 6.2725, -0.0079, 0.0053, 0.0059
Si, 0.0438, 5.4136, 6.2362, -0.0009, 0.0046, 0.0013
Si, 5.4904, 5.3782, 6.081, 0.0224, 0.0045, 0.0032
Si, 2.7545, 8.1707, 6.136, -0.0091, 0.001, 0.0008
Si, 8.386, 8.1558, 5.9679, 0.003, -0.0162, -0.0013
Si, 1.2641, 1.305, 7.557, -0.0207, 0, 0.0038
Si, 6.8076, 1.2987, 7.6672, 0.0209, -0.018, 0.0088
Si, 4.1583, 3.9808, 7.4676, -0.003, 0.0038, -0.0084
Si, 9.5281, 4.1214, 7.6444, 0.002, 0.0024, -0.0022
Si, 1.4745, 6.7815, 7.5824, 0.008, -0.0028, 0.0037
Si, 6.9669, 6.8311, 7.2118, 0.002, -0.0018, -0.0101
Si, 4.1761, 9.6411, 7.313, 0.0015, 0.0069, 0
Si, 9.6112, 9.4379, 7.5363, -0.0086, 0.016, -0.0072
Si, 3.608, 1.7977, 10.1903, 0.0107, -0.0192, 0.0038
Si, 7.6286, -0.736, 8.6927, -0.0024, 0.0087, 0.01
Si, -0.1454, 2.6455, 9.0123, -0.0091, -0.018, -0.0204
Si, 5.5044, 2.7843, 9.061, 0.011, 0.0195, 0.0001
Si, 3.0513, 5.5237, 8.8343, 0.0059, 0.0041, 0.0072
Si, 8.2588, 5.7471, 8.8696, -0.0253, -0.0049, 0.0008
Si, 0.3034, 8.2542, 9.0035, 0.0326, 0.0086, -0.0076
Si, 5.862, 8.4713, 8.4172, 0.0066, -0.0084, 0.0106
Si, 2.8707, 0.0404, 8.734, 0.0051, -0.0086, -0.0158
Si, 10.0506, 1.075, 11.5788, 0, 0.0103, -0.0041
Si, 2.3306, 3.8489, 10.4183, 0.006, 0.0388, 0.0174
Si, 6.4077, 4.8141, 10.0148, -0.0079, 0.0034, 0.0073
Si, 4.9091, 6.6917, 9.7207, 0.0092, -0.0153, -0.0104
Si, 9.4668, 7.3952, 10.2263, 0.0046, -0.0026, -0.0062
Si, 2.1209, 9.3378, 10.2627, -0.0148, -0.0187, -0.0063
Si, 8.3595, 9.4648, 10.767, -0.0142, 0.0187, -0.0428
O, -3.9655, 8.5081, 14.278, 0.0051, -0.0012, 0.0059
O, 4.7488, 8.4009, 12.5511, 0.008, 0.0068, 0.0117
O, 9.788, 6.7197, 11.7106, 0.0005, -0.0034, 0.016
O, 2.2309, 10.2685, 13.451, 0.0022, 0.0029, -0.0058
O, 2.3299, 4.1691, 12.0512, 0.0027, -0.0128, -0.0108
O, -1.6304, -0.3872, 11.5923, 0.0065, 0.0042, 0.0155
O, 13.9471, 5.3926, 14.3816, 0.001, 0.0034, 0.0066
O, 7.1509, -2.0038, 11.7392, -0.0116, -0.0045, 0.014
O, 6.6598, 15.2002, 26.2606, 0.0013, -0.0035, -0.0019
O, 8.4123, 2.859, 25.0612, 0.0018, 0.0028, 0.0054
O, 2.8632, 7.697, 25.4175, 0.0065, -0.0073, 0.0019
O, 2.5105, 2.8136, 25.4811, -0.0055, 0.0073, -0.0141
O, 10.4332, 11.3179, 25.456, 0.0013, 0.002, 0.0077
O, -0.2842, 5.3262, 25.3752, -0.0032, 0.0048, -0.0153
O, 1.3067, 9.5831, 26.292, 0.0027, -0.0056, 0.0037
O, 5.0999, 6.2807, 25.5434, -0.001, -0.0025, 0.0035
Si, 10.4833, -3.9872, 13.1601, 0.0048, -0.0066, 0.0036
Si, -1.2863, 8.8098, 17.6803, 0.0023, 0.0018, -0.0035
Si, 3.7236, 7.7686, 11.3858, 0.0019, -0.0013, -0.0151
Si, -3.0049, 6.3672, 22.4934, 0.003, -0.0021, -0.0044
Si, -2.2795, 8.1422, 24.6022, -0.0026, 0.0032, -0.0068
Si, 2.765, 2.2693, 23.9701, 0.0022, 0.0096, -0.0028
Si, 6.0786, 5.755, 16.4163, -0.0002, -0.0016, -0.0068
Si, 6.8475, 3.8848, 21.2738, 0.0032, 0.0006, -0.0006
Si, -6.7335, 2.0006, 16.8437, 0.0001, 0.0004, -0.0009
Si, 2.1359, 5.4844, 12.9928, 0.0049, 0.0089, 0.0004
Si, 2.0567, 0.0097, 11.9618, -0.0174, 0.0071, 0.0097
Si, 14.1124, 6.6189, 15.4734, -0.0009, -0.0028, -0.009
Si, 1.5547, -0.2139, 22.6346, 0.0037, -0.0022, -0.0056
Si, 7.9988, 7.4731, 19.7192, -0.0004, 0.0025, -0.0043
Si, 2.2087, 4.9706, 22.7728, -0.0018, 0.0097, 0.0097
Si, 8.1271, 7.7906, 15.2051, -0.0006, 0.0004, -0.0105
Si, 7.7862, 4.7725, 18.5314, -0.004, 0.0022, -0.0034
Si, 5.2165, 0.6907, 24.3807, 0.0063, -0.0033, -0.0109
Si, 9.9314, 3.9651, 16.4724, 0.0183, -0.0104, -0.0039
Si, 6.6547, 4.8345, 12.3199, -0.0003, 0.0005, -0.0103
Si, 3.6508, 10.2363, 18.0754, 0.0004, -0.0013, -0.0032
Si, -2.283, 3.0623, 13.717, 0.0007, 0, -0.0003
Si, 3.9158, 6.8003, 24.5626, -0.0145, 0.0009, -0.0063
Si, 2.2459, 1.1252, 19.9587, 0.0012, -0.0023, -0.005
Si, 0.7651, 6.3375, 17.5611, 0.0028, 0.0016, -0.0063
Si, 12.5446, -2.0023, 14.1531, 0, 0.0005, -0.0045
Si, 4.9235, -2.7156, 19.7421, -0.0008, 0.0028, -0.0036
Si, 7.9592, 12.995, 23.7007, 0.003, -0.0008, -0.0006
Si, 2.8221, 5.8219, 19.7468, -0.001, 0.0004, -0.0052
Si, -6.6084, 3.2775, 19.5396, -0.0007, 0.006, -0.007
Si, 5.9338, 14.1285, 14.5528, -0.0025, -0.003, -0.0053
Si, 10.4246, 5.959, 23.8874, 0.0033, -0.0026, 0.0041
Si, 6.3345, 8.056, 12.8334, -0.0018, -0.0067, 0.005
Si, 4.2016, 9.1461, 22.6098, 0.003, -0.0095, -0.0033
Si, -1.0691, -0.1156, 23.9974, -0.0035, 0.0078, 0.0073
Si, 0.9567, -0.7906, 16.7569, -0.0046, 0.0044, -0.0071
Si, 1.2899, 1.9637, 17.2164, -0.0036, 0, -0.0041
O, 3.3692, 1.0051, 11.677, 0.0042, 0.0047, 0.0136
O, 4.1623, 11.3114, 16.9612, -0.0006, -0.0017, 0.008
O, 9.429, 2.0155, 12.7506, -0.002, -0.0009, 0.0014
O, 8.5497, 6.163, 18.9102, 0.0015, 0.0005, 0.0046
O, 3.2166, 5.4782, 23.9398, -0.0036, 0.0126, -0.0067
O, 2.1635, 3.3469, 22.9147, -0.0005, 0.0095, 0.0054
O, 1.4146, 0.6083, 21.2371, -0.0025, 0.0003, 0.01
O, -1.0623, 12.6593, 10.065, 0.0066, 0.0029, 0.0121
O, 0.5599, 5.6861, 13.4246, -0.0077, 0.0036, 0.0001
O, 10.1329, 7.5602, 24.0949, 0.0017, -0.0029, 0.005
O, 6.2258, 4.4988, 15.435, 0.0019, 0.0118, 0.008
O, 7.7435, 3.885, 19.9016, 0.0005, 0.0019, 0.0042
O, 2.6897, 5.4069, 21.3027, -0.0077, -0.0028, 0.0157
O, 10.7962, 7.6544, 17.7795, 0.0007, -0.0009, 0.0042
O, 3.3246, -0.006, 19.511, -0.0005, 0.0002, 0.0047
O, 2.2725, -1.3863, 17.5292, 0.0013, 0.0002, 0.0055
O, 2.0249, 0.83, 23.7951, -0.0037, -0.0047, 0.0046
O, 2.7122, 2.7049, 16.8986, -0.0027, 0.0009, 0.0096
O, 1.3422, 5.8778, 19.0321, -0.0019, 0.0033, 0.0023
O, 5.3765, 3.4202, 20.7775, -0.0003, 0.0019, 0.0079
O, -6.2679, 6.5415, 16.1397, 0.0075, -0.0036, 0.0066
O, 8.4513, 7.3454, 21.2805, -0.0009, 0.0006, 0.0063
O, 1.2385, 0.7035, 16.1963, -0.0014, 0.0053, 0.0085
O, 9.245, 1.1747, 23.2249, -0.0012, -0.0004, 0.0056
O, -2.2624, 9.7295, 24.2364, -0.0024, -0.0036, 0.004
O, -3.6144, 2.3339, 14.3614, 0.0008, -0.0004, 0.0058
O, -0.3956, -0.7619, 17.6759, 0.0006, 0.0044, 0.0036
O, 4.3672, 1.9753, 23.7685, 0.0028, 0.0031, 0.0025
O, 8.1481, 4.3335, 12.8129, 0.0027, 0.0035, 0.0018
O, 5.549, 3.8163, 13.0649, -0.0028, -0.0014, 0.0067
O, 0.7483, 3.6411, 9.9797, -0.0141, -0.0088, 0.007
O, 7.3726, 6.677, 16.1076, -0.0068, -0.0017, 0.0099
O, 4.9179, -0.6511, 23.5106, 0.0011, 0.0067, 0.0033
O, -0.196, 5.3467, 16.7026, -0.006, -0.0099, 0.0033
O, 0.7582, 5.6589, 22.9568, 0.0207, -0.0023, 0.0102
O, 3.6368, 7.2273, 19.685, -0.0005, 0.0032, 0.0065
O, 0.0944, -0.7705, 23.0654, 0.0001, -0.0023, 0.0003
O, 0.6996, 11.8726, 11.9162, 0.0036, 0.0028, 0.0039
O, 6.3008, 5.1811, 17.9401, 0.001, 0.0017, 0.0038
O, 8.6821, 8.7667, 18.9962, -0.0005, 0.0012, 0.0055
O, 4.4504, 7.7057, 23.3255, -0.0048, 0.0054, 0.0099
O, -1.6218, 7.1156, 14.2917, -0.0018, 0.0055, 0.008
O, 0.6774, 9.2486, 15.4418, 0.0001, 0.0036, 0.0064
O, -6.0862, 2.3045, 15.3776, 0.0045, 0.0016, 0.0023
O, -5.9685, 2.5438, 18.2025, 0.0024, 0.0013, 0.0095
O, 7.4904, 7.3582, 23.728, 0.0027, 0.0058, 0.0087
O, 10.9099, 2.8226, 17.0234, -0.0126, 0.0231, -0.0025
O, 2.1039, 6.5452, 16.6741, -0.0024, 0.0011, 0.007
O, -1.8154, 5.3845, 23.0657, 0.0054, 0.0096, 0.0059
O, 3.7363, 4.6968, 19.0138, 0.0002, -0.0031, 0.0071
O, 6.3739, -3.4297, 19.6391, 0.0032, 0.001, 0.0079
O, 6.5036, 6.4213, 12.7558, -0.0018, 0.0075, 0.0009
O, 2.6022, -1.4548, 22.4879, 0.0005, 0.0026, 0.0034
O, 4.8839, 9.0751, 21.1342, -0.0049, 0.0013, 0.0113
O, 7.4706, 2.9136, 22.4109, -0.0011, 0.0032, 0.0034
O, -4.1904, 5.3913, 21.9348, 0.001, -0.0004, 0.003
O, -2.3535, 3.95, 17.3835, 0.0019, 0.0014, 0.0028
O, 3.1009, 2.4667, 20.2425, 0.0037, 0.0048, 0.0071
O, -2.1579, 8.8063, 16.2942, 0.0027, 0.0009, 0.0026
O, 2.6399, 6.7598, 12.102, -0.0089, -0.0058, 0.0094
O, 4.8134, -1.7811, 18.3997, -0.0006, 0.0001, 0.0044
O, 2.8636, 8.0096, 14.6607, -0.0008, 0.0008, 0.004
O, 0.5219, -2.6663, 13.1156, 0.0043, 0.0038, 0.0056
O, 9.5982, 3.6483, 14.9111, 0.0043, 0.0026, 0.0175
O, 1.2048, 1.4213, 18.7521, -0.0012, 0.001, 0.001
O, -4.157, 11.9814, 24.1663, -0.0093, 0.0016, 0.0029

Results
free energy: -151526.887 eV
free energy less fixed offsets of O -568.88, Si -635.61 eV per atom: -3.077 eV

The program warned: the cutoff lies below the one the program advises for these potential files; the exchange-correlation potential is rough where the density is thin.
